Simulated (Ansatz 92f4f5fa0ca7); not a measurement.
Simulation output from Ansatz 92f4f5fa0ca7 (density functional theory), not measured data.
Periodic cell of 215 atoms, Si133O82, from a study of silicon, its oxide and their interface. The atomic structure is a simulated model.

Settings: functional PBE; potential files Ansatz PAW; basis plane waves; wave-function cutoff 700 eV; density cutoff ratio 5; exchange-correlation grid ratio 1; k mesh 2 x 2 x 1, shifted by 0.5 0.5 0.5 of a step; self-consistency stop 5e-08 eV per atom in the density residual; occupations fixed; spin none; net charge 0.

Cell vectors (angstrom)
a, 10.938, 0, 0
b, 0, 10.938, 0
c, 0, 0, 31.8078

Atoms and the computed forces on them: element, x, y, z (angstrom), force x, y, z (eV/angstrom)
Si, 0.3475, -0.3633, 24.1209, 0.0201, -0.0055, -0.0654
Si, 4.997, 0.5863, 24.4319, -0.0554, 0.0211, -0.0507
Si, 3.202, 2.3721, 24.4176, 0.0657, 0.0008, -0.0599
Si, 7.7265, 3.3271, 24.5323, -0.0291, 0.028, -0.066
Si, -0.4135, 6.1283, 24.2711, -0.0308, 0.0265, -0.07
Si, 5.816, 4.7901, 24.3958, 0.0114, -0.0649, -0.0489
Si, 2.2243, 8.9455, 24.4871, -0.0206, 0.022, -0.0778
Si, 8.5841, 7.7183, 24.5904, 0.0571, 0.0217, -0.0401
Si, 1.3241, 1.3724, 25.4883, 0.0253, -0.0162, 0.0269
Si, 6.8193, 1.4596, 25.6698, -0.0323, -0.0042, 0.0151
Si, 4.0943, 4.04, 25.7993, 0.0261, 0.027, 0.0011
Si, 9.6003, 4.278, 25.5841, -0.0024, 0.0031, 0.0106
Si, 1.3456, 7.0004, 25.5946, -0.0095, 0.0095, 0.0156
Si, 6.7647, 6.6894, 25.6645, -0.0167, -0.0507, -0.0117
Si, 4.0535, 9.7577, 25.7261, 0.0128, -0.0017, -0.001
Si, 9.6155, 9.5893, 25.592, 0.0135, -0.0175, -0.0154
Si, 2.649, 0.1026, 27.0668, -0.0146, 0.014, -0.0465
Si, 8.2023, 0.0106, 26.9595, -0.002, -0.0066, 0.08
Si, -0.0151, 2.7746, 26.9142, -0.0008, -0.0046, 0.0695
Si, 5.4828, 2.728, 27.1303, 0.0042, -0.0116, -0.0422
Si, 2.69, 5.5299, 26.9763, -0.0143, 0.0113, 0.0538
Si, 8.1887, 5.462, 27.078, 0.04, 0.0093, -0.0431
Si, -0.0119, 8.2532, 27.0555, -0.0054, 0.013, -0.0436
Si, 5.4393, 8.2208, 26.963, 0, 0.0058, 0.0379
Si, 4.1018, 1.3673, 28.3896, -0.2636, 0.1032, 0.6591
Si, 9.5708, 1.3673, 28.3896, 0.0274, 0.1793, -0.621
Si, 1.3673, 4.1018, 28.3896, -0.1046, 0.07, -0.5467
Si, 6.8362, 4.1018, 28.3896, 0.2588, -0.1139, 0.7741
Si, 4.1018, 6.8362, 28.3896, -0.1272, 0.1933, -0.3433
Si, 9.5708, 6.8362, 28.3896, -0.1413, 0.2554, 0.2073
Si, 1.3673, 9.5708, 28.3896, -0.0135, 0.2335, 0.3933
Si, 6.8362, 9.5708, 28.3896, 0.0582, -0.0624, -0.5098
Si, 0, 0, 29.7568, 0.074, -0.043, -0.0037
Si, 5.469, 0, 29.7568, -0.1292, -0.0761, -0.02
Si, 2.7345, 2.7345, 29.7568, 0.164, 0.0164, 0.0182
Si, 8.2035, 2.7345, 29.7568, -0.0418, 0.0564, 0.0267
Si, 0, 5.469, 29.7568, -0.019, -0.0599, -0.0336
Si, 5.469, 5.469, 29.7568, 0.0908, -0.0009, -0.0272
Si, 2.7345, 8.2035, 29.7568, 0.0703, 0.0438, -0.0133
Si, 8.2035, 8.2035, 29.7568, 0.0633, -0.0185, 0.0021
Si, 1.3673, 1.3673, 31.1241, -0.0453, 0.0696, 0.0019
Si, 6.8362, 1.3673, 31.1241, 0.0531, 0.0025, -0.0119
Si, 4.1018, 4.1018, 31.1241, -0.0919, 0.0313, 0.0086
Si, 9.5708, 4.1018, 31.1241, -0.0093, -0.0231, -0.0019
Si, 1.3673, 6.8362, 31.1241, 0.0066, 0.0039, -0.0227
Si, 6.8362, 6.8362, 31.1241, -0.0682, 0.0311, 0.0074
Si, 4.1018, 9.5708, 31.1241, 0.0242, -0.0432, 0.001
Si, 9.5708, 9.5708, 31.1241, -0.0822, 0.0648, 0.0082
Si, 2.7345, 0, 0.6835, 0.0871, -0.0542, -0.0224
Si, 8.2035, 0, 0.6835, 0.0003, -0.0281, 0.0191
Si, 0, 2.7345, 0.6835, 0.0084, 0.0387, 0.0007
Si, 5.469, 2.7345, 0.6835, 0.0551, -0.0502, 0.0059
Si, 2.7345, 5.469, 0.6835, 0.0049, 0.0552, 0.0153
Si, 8.2035, 5.469, 0.6835, 0.0575, -0.0839, -0.0192
Si, 0, 8.2035, 0.6835, 0.0387, -0.0393, 0.004
Si, 5.469, 8.2035, 0.6835, -0.0258, 0.0143, 0.0063
Si, 4.1018, 1.3673, 2.0507, -0.1429, 0.0315, -0.0073
Si, 9.5708, 1.3673, 2.0507, -0.0375, 0.0275, 0.0092
Si, 1.3673, 4.1018, 2.0507, -0.0104, -0.093, -0.0026
Si, 6.8362, 4.1018, 2.0507, -0.0236, 0.1263, -0.0071
Si, 4.1018, 6.8362, 2.0507, 0.035, -0.0352, -0.0049
Si, 9.5708, 6.8362, 2.0507, -0.0736, -0.0217, 0.0208
Si, 1.3673, 9.5708, 2.0507, 0.0297, 0.0669, 0.0163
Si, 6.8362, 9.5708, 2.0507, -0.0704, -0.0291, 0.0207
Si, 0, 0, 3.418, 0.0358, -0.0865, -0.0957
Si, 5.469, 0, 3.418, 0.1968, -0.2702, 0.532
Si, 2.7345, 2.7345, 3.418, -0.2084, -0.3538, -0.9056
Si, 8.2035, 2.7345, 3.418, 0.1576, -0.2803, 0.4548
Si, 0, 5.469, 3.418, -0.1669, -0.0928, 0.4421
Si, 5.469, 5.469, 3.418, 0.254, 0.2062, -0.9674
Si, 2.7345, 8.2035, 3.418, 0.0734, 0.1287, 0.4311
Si, 8.2035, 8.2035, 3.418, 0.0095, -0.1327, -0.0029
Si, 1.4012, 1.3533, 4.7536, -0.0098, -0.0154, 0.0521
Si, 6.9144, 1.2797, 4.8506, 0.0301, -0.0271, -0.0592
Si, 4.154, 4.0483, 4.6115, 0.0053, -0.0049, 0.0476
Si, 9.5811, 4.0563, 4.8595, 0.0064, -0.0076, -0.0507
Si, 1.3568, 6.8439, 4.8092, -0.0237, 0.0284, -0.0701
Si, 6.8318, 6.7902, 4.7615, 0.0085, 0.012, 0.0485
Si, 4.136, 9.5403, 4.8733, 0.0115, -0.0088, -0.0483
Si, 9.6008, 9.5346, 4.7884, -0.0089, 0.0023, 0.0577
Si, 2.7284, 0.0084, 6.1962, -0.0054, 0.0233, -0.0196
Si, 8.3071, -0.1083, 6.3113, 0.0013, -0.0094, -0.0232
Si, 0.0774, 2.6726, 6.212, 0.0033, 0.003, -0.0328
Si, 5.421, 2.6864, 6.0021, -0.0101, 0.021, 0.005
Si, 2.8184, 5.3865, 5.9274, -0.0056, -0.0066, 0.0153
Si, 8.0825, 5.354, 6.1845, -0.0174, 0.0035, -0.0082
Si, -0.0355, 8.1587, 6.2448, -0.0164, 0.0208, 0.0022
Si, 5.5162, 8.098, 6.248, -0.013, -0.0165, -0.0376
Si, 3.644, 1.8966, 7.3222, 0.0004, 0.0707, 0.0621
Si, 10.2088, 0.834, 7.4783, 0.037, -0.0248, 0.068
Si, 1.953, 3.6702, 7.2608, 0.0496, -0.0171, 0.0634
Si, 6.2197, 4.3754, 7.4044, -0.0637, 0.0137, 0.055
Si, 4.5553, 6.1786, 7.2879, 0.0194, -0.0585, 0.0631
Si, 9.0544, 7.1098, 7.3802, -0.0229, 0.0106, 0.0484
Si, 0.9947, 9.9521, 7.4473, -0.0071, 0.0294, 0.0527
Si, 7.3778, 8.9202, 7.4707, 0.0334, -0.0371, 0.0714
O, 6.2015, 3.6786, 8.956, -0.0122, 0, -0.0142
O, 7.001, 9.1068, 9.1046, 0.0252, 0.0081, -0.013
O, 9.3164, 6.3892, 8.8689, 0.0028, 0.0182, 0.006
O, 1.6561, 9.4815, 8.9169, -0.016, 0.0047, -0.0024
O, 4.2263, 1.8131, 8.8976, 0.005, 0.0127, -0.0131
O, 1.8444, 4.3805, 8.7786, 0.0102, 0.0016, -0.0053
O, 10.0172, 1.371, 9.0708, -0.0026, -0.0262, -0.0152
O, 3.8775, 6.2732, 8.8125, 0.0004, -0.0054, -0.0159
O, 7.6957, 8.3471, 23.3325, 0.0022, -0.0263, 0.0086
O, 8.1252, 3.1347, 22.9494, -0.0086, -0.0103, -0.0007
O, 5.2728, 4.5643, 22.7936, -0.0139, 0.0122, 0.0117
O, 2.9495, 3.2066, 22.96, 0.0128, -0.0088, 0.0195
O, 10.8721, 10.9802, 22.5107, 0.0001, -0.0029, 0.0204
O, 0.2008, 5.9247, 22.7095, 0.0039, -0.0035, 0.0212
O, 2.9466, 8.8056, 23.014, -0.0037, -0.0381, 0.0068
O, 5.5557, 0.0906, 22.9295, -0.0048, 0.0101, 0.0135
Si, 9.1202, 6.3223, 10.4805, 0.0032, -0.0022, 0.0044
Si, 1.5638, 9.6477, 10.541, 0.0028, -0.002, 0.0116
Si, 3.0168, 10.7907, 17.0176, 0.003, -0.0017, -0.0005
Si, -0.7876, 7.6937, 16.405, 0.0099, 0.0007, -0.0004
Si, -1.2539, 10.4333, 15.2289, 0.003, -0.0016, -0.0096
Si, 4.2113, 3.6117, 21.9625, -0.0018, 0.0022, -0.011
Si, 8.1616, 11.1008, 12.5768, 0, -0.0031, 0.0005
Si, 11.9334, 1.5976, 18.6033, -0.0013, 0.0004, -0.0013
Si, 5.0021, 2.9279, 9.8284, -0.0011, -0.0045, 0.0143
Si, 2.9773, 5.1887, 9.6568, -0.0064, 0.0032, 0.0106
Si, 3.989, 0.9665, 14.463, 0.0003, -0.0009, 0.004
Si, 10.0811, 13.3131, 16.3327, 0.0007, 0.0036, 0.0052
Si, 7.9847, 5.5606, 20.2966, -0.0062, -0.0039, 0.0009
Si, 12.8363, 2.8618, 14.8893, -0.001, -0.0024, -0.0004
Si, 3.6634, 7.8619, 21.9212, -0.0103, 0.0284, 0.0037
Si, 1.4115, 9.147, 15.0486, -0.001, 0.0018, 0.0009
Si, 6.7615, 7.7626, 18.4475, -0.0313, 0.0039, 0.0006
Si, 8.4813, -1.6762, 20.1082, -0.0098, 0.0074, 0.0015
Si, 7.5095, 5.112, 12.5701, 0.0001, 0.0007, 0.0013
Si, 5.0409, -4.1156, 13.2785, -0.0013, 0.0041, -0.0054
Si, -0.5331, 7.1349, 19.5554, 0.0015, -0.0013, -0.0052
Si, 1.0056, 6.7407, 11.5696, 0, -0.0024, -0.0021
Si, 2.4603, 15.0791, 19.6109, 0.0027, -0.0019, -0.004
Si, 3.1291, 4.9155, 16.7001, 0.0015, 0.0003, 0.004
Si, 2.3926, 5.5279, 13.894, -0.0039, 0.0012, -0.0008
Si, 10.083, 0.3782, 10.369, -0.0039, -0.005, 0.0111
Si, 6.8739, 7.7347, 22.08, 0.0031, 0.0086, 0.0036
Si, 8.1986, 13.6122, 21.4085, 0.0003, 0.0014, -0.0029
Si, 12.2258, 6.008, 21.4853, 0.0043, -0.004, -0.0079
Si, -2.3584, 5.0387, 15.363, -0.0054, -0.0018, -0.0067
Si, 14.4668, 9.4118, 12.7556, 0.0035, 0.001, -0.0037
Si, 4.468, 9.5806, 19.5657, -0.0087, -0.0135, -0.02
Si, 8.0173, 9.1693, 10.3835, 0.0034, 0.0017, 0.0117
Si, 5.7116, 11.7921, 21.4874, 0.0095, -0.0094, -0.0067
Si, -0.5961, 0.6297, 21.0481, -0.0049, 0.0023, -0.016
Si, 6.0025, 2.3314, 12.7056, 0.0004, 0.0003, 0.0031
Si, 5.8643, 6.208, 16.0769, 0.0029, 0.0031, 0.0052
O, 0.8698, -2.6169, 11.1979, 0.0166, 0.0032, -0.014
O, 13.3735, 12.3803, 14.3067, 0.0163, 0.0155, 0.009
O, 5.5217, 2.1222, 11.1524, -0.0023, 0.0136, 0.0003
O, 5.2518, 7.5698, 22.2658, -0.0178, 0.0127, -0.0077
O, 3.4992, 8.7261, 20.5549, 0.0364, -0.0173, 0.0236
O, -3.3388, 6.2983, 21.7215, -0.0126, 0.0182, -0.0157
O, 0.5708, 0.6761, 19.8971, -0.0187, 0.0126, 0.0043
O, 3.964, 4.0839, 10.3417, 0.0035, -0.0019, -0.0325
O, -8.6996, 6.071, 10.7727, -0.0156, -0.0039, -0.0054
O, 3.6428, 10.343, 18.4206, 0.0122, -0.0213, 0.0107
O, 4.145, 11.5357, 16.0637, -0.0243, -0.0122, -0.0076
O, 7.963, 8.8833, 18.5976, -0.0152, -0.0092, 0.0212
O, 2.1217, 2.6242, 19.1668, -0.007, 0.0163, -0.0052
O, 13.9464, 9.8621, 11.2698, -0.0216, -0.0108, 0.0168
O, 2.4576, 5.8525, 15.5189, 0.0108, -0.0148, -0.022
O, 13.7836, 3.3825, 16.1518, -0.0241, 0.0069, -0.0147
O, 7.7941, 3.9458, 20.4459, 0.0074, 0.0018, 0.0242
O, 9.3931, -1.0307, 9.868, -0.0143, 0.0145, 0.0352
O, 9.5283, 5.7635, 19.7753, -0.0022, 0.0251, 0.0013
O, 9.6803, 8.2518, 20.488, -0.0252, -0.0043, -0.0225
O, -1.5653, 6.3269, 15.9807, -0.0089, -0.0089, -0.0011
O, 4.5736, 8.1883, 12.5362, -0.0196, -0.0062, 0.0254
O, 4.6956, 5.3565, 16.8383, -0.0091, 0.0141, -0.0203
O, 9.7305, 2.1444, 21.1816, -0.0088, -0.0187, -0.0024
O, 0.3334, 10.3586, 14.8388, -0.0117, -0.027, 0.0163
O, -1.8647, 3.6403, 16.0682, 0.0131, 0.002, -0.0028
O, 0.6702, 10.9871, 10.8334, -0.0164, -0.0178, -0.0187
O, 7.1451, -2.0328, 20.9787, 0.0117, -0.0207, 0.0031
O, 8.436, 7.7191, 10.9654, 0.0091, 0.0008, -0.0326
O, 4.3036, -0.311, 13.5065, -0.0159, 0.0012, 0.0052
O, -3.8265, 12.1741, 13.13, 0.0023, 0.0022, -0.0201
O, 0.3641, 13.5866, 15.3111, 0.013, -0.0063, 0.019
O, 3.8375, 4.2607, 20.4994, -0.012, -0.0054, -0.0012
O, 6.6352, 7.3676, 16.9009, 0.0011, -0.0122, 0.031
O, 2.8012, 6.4595, 21.9592, -0.0086, 0.0258, -0.0101
O, 7.0145, 6.3286, 19.2225, 0.0066, 0.0182, -0.0004
O, 4.7884, 2.1664, 21.5298, -0.0009, 0.0017, 0.007
O, 7.387, 10.0215, 11.6182, 0.0295, 0.007, -0.0085
O, 6.623, 3.7996, 12.809, 0.0096, -0.0015, -0.0019
O, 0.5733, 7.8271, 15.5129, -0.0106, 0.0228, 0.0142
O, 1.7018, 11.6854, 17.4019, 0.0008, 0.0043, 0.0036
O, -0.3839, 6.0345, 11.1655, -0.0035, 0.024, -0.0061
O, -4.483, 6.3593, 12.6395, -0.0057, -0.0155, 0.0148
O, 1.2855, 6.4606, 13.1506, 0.0216, -0.0093, -0.011
O, -7.0787, 5.6971, 13.1859, -0.0084, 0.0219, 0.0183
O, 8.1651, 5.1318, 11.0697, -0.0036, 0.0172, 0.022
O, 12.8875, 3.9723, 13.7013, 0.0093, 0.0108, 0.0345
O, 6.979, 16.0413, 15.6654, 0.0043, 0.0232, -0.0016
O, 2.2625, 8.9439, 13.6787, 0.0144, 0.0074, 0.0062
O, 11.8498, 7.0498, 20.2827, -0.005, -0.0123, 0.0075
O, 10.5423, 7.5474, 17.9919, -0.0059, -0.0095, 0.004
O, 2.484, -1.4569, 16.222, -0.0108, 0.0169, -0.005
O, 7.202, 1.4125, 21.1654, 0.0106, 0.0097, 0.0044
O, 5.2762, 10.7717, 20.3155, -0.0003, -0.009, 0.0163
O, 13.4649, 15.9812, 18.2289, 0.0082, -0.0252, 0.0026
O, 5.3649, 8.4323, 18.8729, 0.0308, 0.021, -0.0057
O, -1.6123, 9.0995, 16.1298, 0.018, 0.0019, -0.0158
O, 12.25, 4.5806, 20.6924, 0.0096, 0.014, 0.0096
O, -1.5529, 11.8594, 15.9911, 0.0073, 0.0031, -0.0001
O, 4.8878, 13.1381, 13.8939, -0.0092, -0.0086, -0.0021
O, 8.6926, 5.1243, 13.7201, -0.0251, 0.0003, -0.0007
O, 9.2753, 0.9556, 11.6586, -0.005, -0.0321, -0.0122
O, 10.6347, 13.2698, 17.8897, 0.0134, -0.0119, -0.0213
O, 5.2511, 7.091, 14.8627, 0.0014, -0.024, -0.0121
O, 8.8193, -0.5913, 13.851, 0.0078, 0.0123, 0.005
O, -1.8285, 10.7098, 20.385, 0.0052, -0.0001, 0.0138

Results
free energy: -131199.725 eV
free energy less fixed offsets of O -569.03, Si -635.61 eV per atom: -3.135 eV

The program warned: the cutoff lies below the one the program advises for these potential files; the forces do not sum to zero within the program's tolerance; the exchange-correlation potential is rough where the density is thin.
